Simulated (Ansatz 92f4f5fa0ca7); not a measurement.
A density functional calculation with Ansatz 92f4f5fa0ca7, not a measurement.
Periodic cell of 224 atoms, Si133O90H1, from a study of silicon, its oxide and their interface. The atomic structure is a simulated model.
Doubt: the cutoff is far below the 930 eV that the study's wrapper takes by default for these files, so forces and energies are approximate.
This geometry differs little from another in the collection (a relaxation step or a small displacement).

Settings: functional PBE; potential files Ansatz PAW; basis plane waves; wave-function cutoff 580 eV; density cutoff ratio 5; exchange-correlation grid ratio 1; k mesh 1 x 1 x 1, Gamma-centred; self-consistency stop 5e-08 eV per atom in the density residual; occupations fixed; spin none; net charge +1 e, with a uniform compensating background and no finite-size correction.

Cell vectors (angstrom)
a  10.938  0  0
b  0  10.938  0
c  0  0  32.4913

Atoms: element, x, y, z (angstrom)
Si  0.3016  -0.1815  25.0468
Si  5.2163  0.4597  25.0389
Si  2.9115  2.6433  25.1227
Si  7.9456  2.9834  25.0095
Si  -0.1959  5.7579  25.0182
Si  5.7414  5.2493  25.0359
Si  2.5234  8.5076  24.9835
Si  8.4956  7.9948  24.9472
Si  1.3906  1.3944  26.4042
Si  6.8299  1.4544  26.4093
Si  4.1372  4.1702  26.3973
Si  9.5752  4.1374  26.2923
Si  1.3782  6.9167  26.3372
Si  6.8949  6.8663  26.2993
Si  4.1391  9.645  26.2667
Si  9.5992  9.5951  26.3004
Si  2.7603  -0.0021  27.7232
Si  8.2034  0.0039  27.6827
Si  -0.0283  2.7542  27.695
Si  5.4456  2.7692  27.7687
Si  2.7171  5.512  27.7039
Si  8.2104  5.4766  27.7054
Si  -0.0172  8.2276  27.7211
Si  5.4722  8.2188  27.6502
Si  4.1018  1.3673  29.073
Si  9.5708  1.3673  29.073
Si  1.3673  4.1018  29.073
Si  6.8362  4.1018  29.073
Si  4.1018  6.8362  29.073
Si  9.5708  6.8362  29.073
Si  1.3673  9.5708  29.073
Si  6.8362  9.5708  29.073
Si  0  0  30.4403
Si  5.469  0  30.4403
Si  2.7345  2.7345  30.4403
Si  8.2035  2.7345  30.4403
Si  0  5.469  30.4403
Si  5.469  5.469  30.4403
Si  2.7345  8.2035  30.4403
Si  8.2035  8.2035  30.4403
Si  1.3673  1.3673  31.8075
Si  6.8362  1.3673  31.8075
Si  4.1018  4.1018  31.8075
Si  9.5708  4.1018  31.8075
Si  1.3673  6.8362  31.8075
Si  6.8362  6.8362  31.8075
Si  4.1018  9.5708  31.8075
Si  9.5708  9.5708  31.8075
Si  2.7345  0  0.6835
Si  8.2035  0  0.6835
Si  0  2.7345  0.6835
Si  5.469  2.7345  0.6835
Si  2.7345  5.469  0.6835
Si  8.2035  5.469  0.6835
Si  0  8.2035  0.6835
Si  5.469  8.2035  0.6835
Si  4.1018  1.3673  2.0507
Si  9.5708  1.3673  2.0507
Si  1.3673  4.1018  2.0507
Si  6.8362  4.1018  2.0507
Si  4.1018  6.8362  2.0507
Si  9.5708  6.8362  2.0507
Si  1.3673  9.5708  2.0507
Si  6.8362  9.5708  2.0507
Si  0  0  3.418
Si  5.469  0  3.418
Si  2.7345  2.7345  3.418
Si  8.2035  2.7345  3.418
Si  0  5.469  3.418
Si  5.469  5.469  3.418
Si  2.7345  8.2035  3.418
Si  8.2035  8.2035  3.418
Si  1.3629  1.3999  4.8019
Si  6.8537  1.35  4.8091
Si  3.9793  4.1328  4.7828
Si  9.5737  4.0712  4.8577
Si  1.3539  6.8203  4.8028
Si  6.9373  6.753  4.782
Si  4.1776  9.4728  4.6664
Si  9.5441  9.608  4.7984
Si  2.6801  -0.253  5.9396
Si  8.1908  0.0125  6.2642
Si  -0.0489  2.6834  6.2867
Si  5.3957  2.7293  6.077
Si  2.5624  5.3914  6.2576
Si  8.2152  5.3812  6.325
Si  -0.0709  8.155  6.1191
Si  5.5106  8.1302  6.0151
Si  3.9509  1.1946  7.1031
Si  9.9046  0.9884  7.6423
Si  1.0505  4.1529  7.7854
Si  6.4829  4.224  7.5236
Si  4.3577  6.5283  7.2438
Si  9.2486  7.1737  7.5316
Si  1.2087  9.6214  7.4415
Si  6.9198  9.3643  7.4663
O  9.6161  6.8577  24.5228
O  4.0032  1.5055  24.6648
O  8.0144  8.2071  7.8248
O  3.367  1.2006  8.6285
O  6.8251  4.1043  24.5118
O  1.3854  9.6192  24.4979
O  5.4321  5.4439  7.882
O  0.1673  -0.1187  7.7933
O  6.8001  3.358  8.8998
O  6.3013  9.9323  8.8815
O  9.8972  7.1933  9.0552
O  1.8926  9.1588  8.8705
O  5.7393  1.1784  10.1689
O  1.947  3.3373  8.8785
O  9.6758  1.3625  9.2182
O  3.858  7.4796  8.4591
O  7.9134  8.5862  23.53
O  8.502  2.2145  23.6714
O  5.059  5.9141  23.7043
O  2.3147  3.3009  23.744
O  10.6333  0.6214  23.7538
O  0.4481  5.1671  23.6303
O  3.2046  7.8493  23.6399
O  5.511  14.1417  19.3746
Si  11.4675  2.3676  20.9028
Si  7.8968  9.3843  22.1063
Si  2.4387  5.1545  13.5871
Si  12.3881  7.3711  16.891
Si  0.0408  -4.7097  9.7707
Si  11.0294  8.8939  14.8411
Si  -1.2572  -5.0069  17.7913
Si  1.6642  4.4667  22.805
Si  4.6796  10.9619  17.046
Si  6.9881  5.8144  16.4958
Si  5.8426  2.8107  10.1313
Si  2.8657  9.2703  18.746
Si  7.9213  3.7917  11.8599
Si  9.2209  1.1182  10.7717
Si  9.2751  1.6323  15.9834
Si  2.7893  4.6942  16.6298
Si  -3.7254  3.4776  14.7315
Si  6.4705  10.6636  10.3377
Si  16.1387  4.5336  18.5019
Si  5.0421  7.245  19.9166
Si  -1.5132  1.1813  22.8105
Si  2.3661  2.33  12.5908
Si  5.4974  10.9337  22.0148
Si  0.2538  6.9414  12.8116
Si  13.9403  2.4291  9.6769
Si  11.1319  3.236  17.8889
Si  8.1846  7.9759  19.47
Si  -6.0818  1.3983  14.3618
Si  -2.1174  -1.2293  16.8294
Si  3.0234  7.8791  12.4184
Si  -5.7629  1.6344  19.5694
Si  -0.1391  0.6925  13.3988
Si  3.9214  6.6458  22.7957
Si  2.7964  0.394  20.8252
Si  13.6189  7.859  9.4793
Si  6.3398  8.6199  15.5705
Si  5.3138  -1.3392  13.0371
O  6.6062  5.0305  17.8645
O  -0.3564  -4.6395  11.3909
O  6.614  4.9063  15.2124
O  2.2396  10.0211  20.0431
O  -0.0532  4.8725  8.8237
O  1.0657  3.8112  21.4461
O  1.6008  6.6492  9.6292
O  -5.3508  0.0986  13.7212
O  14.3173  6.4173  13.0908
O  8.7048  11.33  16.8799
O  5.4279  9.6988  16.3613
O  -1.2974  1.1724  14.448
O  2.4822  3.9546  12.4823
O  6.0679  8.4835  13.9596
O  2.8663  4.4882  15.0054
O  6.3701  3.384  11.5442
O  3.609  1.7359  13.4083
O  15.1016  4.1574  17.3006
O  -2.8417  13.6937  15.8947
O  0.8852  5.6894  13.6447
O  7.8683  9.1173  15.6653
O  0.459  2.4194  19.2768
O  4.6219  5.7429  19.4205
O  8.1171  5.2422  11.1686
O  11.0032  6.5979  17.1546
O  2.7844  5.5598  22.368
O  9.1262  6.6869  19.1268
O  1.4019  8.0167  12.3746
O  -5.3781  0.7336  18.2443
O  8.0114  0.0283  10.7273
O  11.4015  -0.7124  13.9725
O  4.3222  3.3455  9.8985
O  4.1696  8.3823  19.1456
O  8.5925  6.068  16.5791
O  1.5669  3.8726  17.2996
O  -0.7009  7.8182  13.8203
O  5.9326  2.5861  14.3216
O  2.6701  6.2988  16.8763
O  10.0223  4.3933  18.1923
O  4.3541  1.1199  15.8829
O  3.4789  8.0359  10.8641
O  3.736  -1.7847  13.1288
O  8.5818  10.8482  22.2694
O  -2.7564  3.7826  13.4595
O  10.0107  2.014  21.5414
O  8.6513  8.5525  20.9254
O  -4.987  1.1466  20.9319
O  5.8228  -1.2367  11.4837
O  1.4329  8.1355  15.4274
O  2.4113  1.7868  11.0382
O  6.6139  7.5338  19.5756
O  1.6712  -2.5607  18.1347
O  1.533  12.128  21.4367
O  8.8712  2.6228  11.2453
O  3.2807  -0.5418  17.642
O  8.4486  -1.8386  18.2943
O  10.2858  -1.6311  16.2342
O  -0.3536  2.2242  16.7368
O  1.0044  1.8506  13.3219
O  6.3395  -1.3496  21.6274
O  15.6014  7.2743  21.5026
O  5.9273  0.2372  23.5722
O  -4.7947  7.1944  16.3264
O  3.5706  1.4409  19.8305
O  3.8691  -0.149  21.9453
O  10.2656  0.4854  11.857
H  8.9058  5.7595  11.4157

Results
free energy: -135757.242 eV
free energy less fixed offsets of H -15.97, O -568.88, Si -635.61 eV per atom: -5.942 eV

Forces (eV/angstrom), in the order of the atoms: element, x, y, z
Si  0.0052  -0.0004  -0.0315
Si  -0.0132  -0.0149  0.01
Si  0.0111  -0.0133  -0.0191
Si  0.0112  -0.0034  -0.0124
Si  0.0171  -0.0141  -0.0264
Si  0.0003  0.0031  -0.0336
Si  0.004  -0.002  -0.0126
Si  0.0022  -0.0043  -0.0505
Si  -0.0173  0.0145  0.0036
Si  0.0043  -0.0037  -0.0006
Si  -0.0104  0.0093  0.0066
Si  0.0083  -0.0093  -0.0014
Si  0.0149  -0.0115  -0.0005
Si  -0.0185  0.0171  0.0026
Si  0.0114  0.0003  -0.0024
Si  -0.0151  0.0191  0.0068
Si  0.0146  -0.0075  0.0196
Si  0.0002  -0.0012  -0.0006
Si  0.0001  0.0001  -0.0044
Si  -0.0009  -0.0076  0.0087
Si  -0.0041  0.0035  -0.0036
Si  0.006  -0.0098  0.0184
Si  0.0072  -0.0023  0.0208
Si  -0.0047  0.0042  -0.0011
Si  -0.0393  -0.0268  0.3659
Si  -0.0851  0.0164  -0.075
Si  -0.0758  0.0781  -0.143
Si  0.1113  0.2286  0.273
Si  0.0834  0.2506  -0.1619
Si  0.0067  0.0034  0.1138
Si  0.0555  0.0464  0.113
Si  -0.0286  -0.032  -0.246
Si  0.079  0.004  -0.0275
Si  -0.0056  0.0144  0.0022
Si  0.0459  -0.0455  -0.0107
Si  -0.0147  0.0081  -0.0084
Si  -0.0108  0.0343  0.0018
Si  0.093  0.015  -0.0143
Si  0.0266  0.0265  -0.0139
Si  0.015  -0.0396  -0.0286
Si  -0.052  0.0258  0.0056
Si  0.0087  0.0196  0.0074
Si  -0.0484  0.0099  -0.0412
Si  0.0068  -0.0307  -0.0265
Si  0.0456  0.0358  -0.0037
Si  -0.0388  0.0246  -0.0061
Si  -0.0231  -0.0062  -0.042
Si  -0.0153  0.0171  -0.0295
Si  0.0368  -0.0211  0.0187
Si  0.0397  -0.0641  0.0229
Si  -0.0238  0.0302  0.0124
Si  0.0132  -0.0183  0.0003
Si  0.0721  -0.0323  0.0341
Si  -0.0002  0.0459  0.0185
Si  -0.0124  -0.0538  -0.0041
Si  -0.0049  -0.0004  0.0308
Si  -0.0109  0.0316  0.038
Si  0.0534  0.0391  0.021
Si  -0.0901  -0.0634  -0.0099
Si  -0.105  -0.1048  0.0181
Si  -0.1209  -0.0109  -0.0624
Si  0.0025  0.1044  0.0123
Si  -0.0065  -0.0038  0.0228
Si  -0.0269  -0.0302  0.0016
Si  -0.1134  0.1165  0.1087
Si  0.3454  0.1502  -0.2432
Si  -0.1762  -0.108  -0.2802
Si  0.0241  0.0901  0.2651
Si  -0.1165  -0.201  0.2633
Si  -0.0441  -0.0556  0.2643
Si  -0.2495  -0.5443  -0.4076
Si  0.271  -0.0528  -0.0384
Si  0.0218  0.0299  0.0114
Si  -0.0072  0.0176  -0.0174
Si  0.0039  -0.0451  -0.0441
Si  0.0134  0.0072  0.001
Si  0.0031  0.0131  -0.0353
Si  -0.0032  0.0478  -0.0319
Si  0.0044  0.0041  0.0154
Si  -0.0169  -0.0042  -0.0721
Si  -0.0396  -0.0504  0.001
Si  -0.002  -0.0204  0.052
Si  -0.0048  -0.0045  0.0322
Si  -0.0231  -0.0325  0.021
Si  -0.028  0.0254  0.0851
Si  -0.0291  -0.0499  0.0044
Si  0.014  -0.009  0.0542
Si  0.0251  0.0091  0.0323
Si  -0.0893  0.0814  0.2839
Si  0.0193  0.021  -0.0519
Si  0.1282  -0.1356  0.1199
Si  0.033  0.0284  -0.0038
Si  -0.0221  0.0769  0.0079
Si  -0.0323  0.1267  -0.0423
Si  0.0133  -0.0043  -0.0563
Si  -0.0608  -0.0274  -0.1133
O  -0.0098  0.0076  0.0285
O  0.0035  0.0197  -0.0095
O  0.0271  -0.0282  0.0267
O  0.1474  0.041  -0.2405
O  -0.0061  0.0062  0.0175
O  -0.0076  0.0036  0.0141
O  0.0003  -0.0525  -0.0188
O  0.0039  -0.006  0.0237
O  -0.0095  -0.013  0.0261
O  -0.0618  -0.0214  -0.0379
O  0.0084  -0.0081  0.0225
O  0.0069  -0.0113  0.0269
O  -0.0136  0.1461  0.0568
O  -0.016  -0.0197  -0.075
O  -0.0003  0.0144  -0.0018
O  -0.0077  -0.0223  -0.0062
O  0.0029  -0.0034  0.0169
O  -0.0021  0.001  0.0022
O  0.0039  -0.0036  0.0112
O  -0.004  0.0036  0.0112
O  0.0008  0  0.0091
O  -0.007  0.0044  0.0057
O  0.0056  -0.0029  -0.0017
O  0.007  -0.013  0.0135
Si  0.0006  0.0077  -0.0018
Si  0.0003  0.0055  -0.0042
Si  -0.0009  0.0011  -0.0065
Si  0.0031  0.0026  -0.0083
Si  0.03  0.0026  0.0135
Si  0.0038  0.0027  -0.0064
Si  -0.0099  -0.0032  -0.0127
Si  0.002  0.0065  -0.0016
Si  -0.0026  0.0097  -0.0045
Si  0.0146  -0.0423  -0.0552
Si  0.0216  0.0011  0.0599
Si  0.0004  0.0053  -0.002
Si  0.0362  0.0158  0.0316
Si  0.044  0.0403  0.0084
Si  0.008  -0.0066  -0.0121
Si  0.0138  0.0036  -0.0067
Si  -0.0659  0.0867  -0.0451
Si  -0.0413  -0.0503  0.0505
Si  -0.0077  0.006  -0.0152
Si  0.0004  -0.0008  -0.0016
Si  -0.0023  0.0003  -0.0015
Si  -0.002  0.0162  -0.013
Si  -0.0004  -0.0001  0.0014
Si  0.0011  -0.0073  -0.0058
Si  -0.125  -0.0106  -0.0834
Si  0.0048  0.0017  -0.0038
Si  0.0001  -0.0012  -0.0066
Si  0.0248  -0.0052  0.0141
Si  0.0003  -0.0002  0.0095
Si  -0.0058  0.0056  -0.002
Si  -0.0025  0.0016  -0.0032
Si  -0.0012  0.0094  -0.0073
Si  -0.0063  0.0035  -0.0034
Si  0.0021  -0.0015  -0.0059
Si  0.0105  0.0099  -0.0209
Si  -0.0039  0.0006  -0.0229
Si  -0.0012  -0.0011  -0.0219
O  0.0122  0.012  -0.0388
O  -0.0214  -0.007  0.0002
O  0.102  -0.092  0.0197
O  -0.0041  0.0028  0.0044
O  0.0728  -0.0179  -0.0456
O  -0.0013  -0.004  -0.0029
O  -0.0382  -0.0159  -0.0021
O  0.0175  0.002  0.0005
O  -0.0036  -0.0028  0.0021
O  -0.0012  0.0152  0.0068
O  0.0075  -0.0143  0.0006
O  0.004  -0.0039  0.0052
O  0.0052  0.0016  0.0019
O  0.0079  -0.004  0.0194
O  -0.0035  0.0004  -0.0009
O  -0.0941  -0.0701  -0.1344
O  -0.0284  0.0077  -0.037
O  -0.0064  0.004  0.0118
O  -0.0182  0.0174  -0.0096
O  0.0055  -0.0006  0.004
O  -0.0111  -0.012  -0.0135
O  0  0.0013  -0.0054
O  -0.002  0.0023  0.0025
O  -0.0376  -0.0748  -0.0067
O  -0.0034  -0.0009  0.0037
O  0.0002  -0.0018  0.0037
O  0.0024  -0.001  -0.0041
O  0.0125  0.0006  -0.0024
O  0.0035  0.0015  0.0047
O  0.0677  -0.0707  0.0271
O  -0.0019  -0.0058  0.0028
O  0.0464  0.0103  0.036
O  0.0078  0  0.0016
O  -0.0561  -0.0102  0.0188
O  -0.0092  -0.0045  0.0073
O  -0.0034  0.0046  0.0063
O  0.1235  0.0877  0.0218
O  0.0026  -0.0016  0.005
O  -0.0024  0.0112  0.0013
O  -0.0063  -0.0053  0.0333
O  -0.0001  -0.0013  0.0077
O  0.0026  -0.0026  -0.0029
O  0.0006  -0.0006  0.0029
O  -0.079  -0.0166  0.0372
O  -0.0017  -0.0006  0.003
O  0.0003  -0.0016  -0.0001
O  0.0014  0.0031  0
O  0.0034  0.044  -0.0091
O  -0.0018  0.0013  0.0033
O  -0.0125  0.0124  -0.0587
O  0.0023  0.0006  0.0028
O  -0.0082  -0.0061  -0.0013
O  0.0002  -0.0022  0.0049
O  -0.0335  0.0121  0.0258
O  -0.0017  0.0047  0.0009
O  0.0014  0.0035  0.0048
O  0.0147  -0.0037  -0.0007
O  -0.0035  -0.0012  0.0016
O  -0.0175  -0.0089  0.0223
O  0.0008  -0.0022  0.0002
O  0.0019  0.0015  0.003
O  0.0018  -0.0014  -0.0033
O  0.0146  -0.0138  0.0001
O  -0.0002  0.0021  0.0028
O  0.0012  -0.0009  0.0022
O  0.0136  0.0058  0.0086
H  0.0814  0.0603  0.0124

The program warned: the cutoff lies below the one the program advises for these potential files; the exchange-correlation potential is rough where the density is thin.
